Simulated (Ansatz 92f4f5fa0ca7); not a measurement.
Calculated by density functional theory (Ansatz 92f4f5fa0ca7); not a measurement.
Periodic cell of 234 atoms, Si141O87As6, from a study of silicon, its oxide and their interface. The atomic structure is a simulated model.
Doubt: the cutoff is far below the 930 eV that the study's wrapper takes by default for these files, so forces and energies are approximate.
This geometry differs little from another in the collection (a relaxation step or a small displacement).

Settings: functional PBE; potential files Ansatz PAW; basis plane waves; wave-function cutoff 580 eV; density cutoff ratio 5; exchange-correlation grid ratio 1; k mesh 1 x 1 x 1, Gamma-centred; self-consistency stop 5e-08 eV per atom in the density residual; occupations fixed; spin none; net charge 0.

Cell vectors (angstrom)
a 11.6015 0 0
b 0 10.938 0
c 0 0 32.9724

Atoms and the computed forces on them: element, x, y, z (angstrom), force x, y, z (eV/angstrom)
Si 0.1112 -0.0168 24.2519 -0.0084 0.0133 0.0114
As 3.9917 -0.1245 24.0023 0.002 0.0141 -0.0003
Si 7.8985 -0.0058 24.4247 0.0092 0.0148 0.0006
As 2.0259 1.4814 24.0506 0.0035 -0.009 -0.0004
Si 5.9609 1.3544 24.2428 -0.0103 -0.0266 0
As 9.7939 1.4759 24.161 -0.0015 -0.012 0.0032
Si -0.0061 5.4345 24.2441 0.0079 -0.0131 0.004
Si 4.0478 5.6556 24.3083 0.0189 -0.0317 0.0141
Si 7.8569 5.1756 24.4354 0.0054 -0.0163 0.0113
Si 1.9807 6.7688 24.3248 -0.0045 0.0146 0.0097
Si 6.089 6.7625 24.503 0.0032 0.0137 0.0172
Si 9.6143 6.7159 24.3567 -0.0165 0.0208 0.0047
Si 1.9799 2.6898 26.1479 0.0035 0.0101 -0.0094
Si 5.8316 2.6639 26.212 0.0112 0.0179 -0.0012
Si 9.7523 2.6192 26.2707 0.0021 0.0078 -0.0072
Si 0.0263 4.0562 26.1895 -0.0075 0.0014 -0.0017
Si 3.931 4.0536 26.1031 -0.0055 0.0061 -0.0191
Si 7.7996 3.9309 26.3633 -0.0119 -0.0103 -0.0077
Si 2.0127 8.2583 26.1617 -0.0176 0.0053 -0.0034
Si 5.8989 8.2238 26.3243 0.0264 0.0071 -0.0015
Si 9.7386 8.1495 26.2506 0.0103 -0.0006 -0.0078
Si 0.0548 9.553 26.1782 -0.001 -0.0069 -0.0154
Si 3.9726 9.6202 26.138 -0.0017 -0.0025 -0.0053
Si 7.842 9.5464 26.3203 -0.0284 -0.0137 -0.0085
Si 0.0567 -0.0212 28.1263 0.0057 -0.0033 0.0084
Si 3.8917 -0.0194 28.1206 -0.0037 0.0034 0.0116
Si 7.7803 0.0178 28.1852 0.0049 -0.0021 0.0096
Si 1.9725 1.3703 28.1182 0.0029 -0.0042 0.0075
Si 5.8165 1.3299 28.152 0.0051 0.0032 0.0039
Si 9.7355 1.3204 28.1961 -0.0042 -0.0014 0.0079
Si 0.0633 5.452 28.1217 -0.0054 0.0144 -0.0067
Si 3.8941 5.4336 28.0849 -0.0065 0.0188 0.0062
Si 7.7769 5.4615 28.1641 0.0065 0.016 -0.0015
Si 1.9897 6.8464 28.0993 0.016 -0.0167 0.0004
Si 5.8225 6.8018 28.1839 -0.0001 -0.0103 -0.0066
Si 9.7263 6.7991 28.1723 -0.0053 -0.0203 -0.0029
Si 1.9336 2.7345 30.0732 0.0413 -0.0146 -0.0483
Si 5.8008 2.7345 30.0732 -0.0069 -0.0021 -0.0566
Si 9.6679 2.7345 30.0732 0.0755 0.0712 0.1258
Si 0 4.1018 30.0732 0.1162 -0.0444 -0.0533
Si 3.8672 4.1018 30.0732 -0.0214 -0.06 -0.228
Si 7.7343 4.1018 30.0732 0.0234 -0.0905 0.1542
Si 1.9336 8.2035 30.0732 0.0537 -0.0556 -0.1098
Si 5.8008 8.2035 30.0732 -0.0227 -0.0583 0.1884
Si 9.6679 8.2035 30.0732 0.0647 0.0142 0.0742
Si 0 9.5708 30.0732 0.1094 -0.115 -0.0543
Si 3.8672 9.5708 30.0732 -0.0341 -0.0807 -0.1015
Si 7.7343 9.5708 30.0732 0.0158 -0.0869 0.1483
Si 0 0 32.0067 0.0068 0.0738 0.0071
Si 3.8672 0 32.0067 -0.0002 0.0532 -0.0035
Si 7.7343 0 32.0067 -0.0063 -0.037 0.0261
Si 1.9336 1.3673 32.0067 -0.0084 -0.0628 -0.0111
Si 5.8008 1.3673 32.0067 0.0064 -0.0341 -0.0191
Si 9.6679 1.3673 32.0067 0.013 0.0106 0.0047
Si 0 5.469 32.0067 0.0115 0.0716 0.0052
Si 3.8672 5.469 32.0067 -0.011 0.0815 -0.0394
Si 7.7343 5.469 32.0067 -0.0123 -0.0057 0.0219
Si 1.9336 6.8362 32.0067 -0.005 -0.113 -0.0175
Si 5.8008 6.8362 32.0067 -0.0089 0.0418 0.0109
Si 9.6679 6.8362 32.0067 0.0027 -0.052 0.0186
Si 1.9336 2.7345 0.9679 -0.0812 0.0553 0.0454
Si 5.8008 2.7345 0.9679 -0.0715 0.0806 0.0103
Si 9.6679 2.7345 0.9679 -0.0087 0.0872 -0.0398
Si 0 4.1018 0.9679 -0.0179 0.0544 0.0382
Si 3.8672 4.1018 0.9679 -0.0556 0.0071 -0.0287
Si 7.7343 4.1018 0.9679 0.0125 0.0299 -0.0518
Si 1.9336 8.2035 0.9679 -0.0523 0.1026 0.025
Si 5.8008 8.2035 0.9679 0.013 0.0725 -0.1024
Si 9.6679 8.2035 0.9679 -0.0249 0.0806 0.135
Si 0 9.5708 0.9679 0.006 -0.0379 0.0173
Si 3.8672 9.5708 0.9679 -0.1023 -0.0166 0.0116
Si 7.7343 9.5708 0.9679 -0.0593 0.0211 -0.1199
Si -0.0475 -0.0026 2.9114 -0.0082 0.0093 -0.0066
Si 3.7934 0.0248 2.8914 -0.0022 0.0078 -0.0025
Si 7.6852 0.0396 2.8618 0.0008 0.0071 -0.0051
Si 1.8665 1.4044 2.9295 -0.0049 0.0013 -0.0067
Si 5.7272 1.3676 2.892 -0.0011 -0.0056 -0.0081
Si 9.6365 1.3593 2.8793 -0.0008 -0.0051 -0.011
Si -0.0354 5.4968 2.9021 -0.0004 0.0125 -0.0063
Si 3.8223 5.5088 2.8789 -0.0012 0.0127 -0.0052
Si 7.7066 5.4821 2.8882 -0.0044 0.0149 -0.0089
Si 1.8917 6.8748 2.928 0.0053 -0.0107 -0.0028
Si 5.7695 6.8432 2.8824 0.0015 -0.008 -0.0003
Si 9.6333 6.8561 2.9244 0.0039 -0.0155 0.0026
Si 1.8531 2.8091 4.8668 0.0125 0.005 0.0079
Si 5.6871 2.765 4.7983 0.0143 0.0113 0.0135
Si 9.6342 2.7211 4.8013 -0.0099 0.0065 0.0123
Si -0.1169 4.1823 4.8636 0.0018 -0.0053 0.0085
Si 3.7901 4.1879 4.8145 -0.008 -0.0063 0.0035
Si 7.668 4.022 4.7416 0.0083 -0.0225 0.0089
Si 1.8642 8.2711 4.8697 -0.0254 0.0093 0.0076
Si 5.7372 8.2686 4.7635 0.0178 0.0007 0.0108
Si 9.5642 8.224 4.8821 -0.0103 -0.0004 0.0081
Si -0.0911 9.6055 4.8711 0.0318 -0.0163 -0.0003
Si 3.8145 9.6334 4.8302 0.0084 -0.0074 -0.0003
Si 7.6855 9.6367 4.7775 -0.0103 -0.0191 0.0065
As -0.0053 -0.1425 6.9624 -0.0102 0.0121 0.0005
As 3.8627 -0.1424 6.9375 0.0074 0.0109 0.0036
Si 7.7035 0.0995 6.6935 -0.0002 0.0135 0.0058
Si 1.9396 1.2849 6.685 -0.0023 -0.003 -0.0035
Si 5.7279 1.4119 6.7297 0.0044 -0.0173 -0.0067
Si 9.7336 1.3972 6.7634 -0.0003 -0.0211 -0.0089
Si -0.2812 5.6202 6.8037 -0.0061 0.0086 -0.0101
As 3.7297 5.4086 6.8919 0.0024 -0.0035 -0.0022
Si 7.4884 5.3248 6.649 -0.011 -0.0056 -0.0055
Si 1.7772 6.8313 6.7509 -0.0075 0.0014 -0.0066
Si 5.6873 6.8337 6.6238 -0.0013 0.0008 -0.0112
Si 9.2676 6.8738 6.8537 0.005 0.0059 -0.0007
O 8.7491 7.7402 8.2198 -0.0113 0.0027 -0.0011
O 2.0218 2.1791 8.0754 0.0001 0.0021 0.0069
O 6.0328 7.7853 7.9661 0.0031 0.005 0.008
O 7.3588 4.3853 8.0326 -0.0038 -0.0045 0.0018
O 5.7202 2.2641 8.1683 0.0061 0.0132 0.0059
O 7.5307 10.0723 8.0279 -0.0065 -0.0098 -0.0004
O 11.3024 4.6748 8.1695 -0.0022 -0.0093 0.005
O 1.8028 7.6549 8.2049 0.0024 0.005 0.0143
O 9.5722 4.1338 10.1496 -0.0023 -0.0001 -0.0005
O 9.157 7.6475 23.038 0.0001 -0.0068 0.0048
O 7.9829 4.1755 23.0963 -0.0043 -0.003 -0.0057
O 7.929 10.006 23.0395 -0.0032 -0.0037 0.0048
O 2.1768 7.3186 22.7248 0.005 -0.0019 -0.0057
O 4.1284 5.4741 22.6131 -0.0115 0.0037 -0.0055
O 0.1318 9.983 22.8629 0.0019 -0.0103 -0.0178
O 6.1479 2.2628 22.8377 0.0154 0.0155 -0.0085
O 11.5045 4.4457 22.875 0.009 0.0008 -0.0116
O 6.4143 7.7853 23.216 0.0093 0.006 -0.0107
Si 9.0466 11.9165 20.3739 0.0021 0.0007 -0.0015
Si 6.3969 3.4924 9.0121 -0.0042 -0.0013 0.0013
Si 13.3421 2.4576 9.6502 0.0033 0.0064 -0.0039
Si -2.7557 7.3777 15.2964 0.0027 -0.0017 0.0037
Si 0.9734 3.0503 19.0186 -0.0027 -0.0004 -0.0032
Si -0.4385 -3.6152 19.7819 -0.001 0.0054 -0.0038
Si 7.3504 8.5558 8.589 0.0098 0.0065 -0.0103
Si -4.2821 5.8772 13.0217 -0.0013 -0.0033 0.0104
Si 5.9354 11.2346 16.2625 -0.0004 -0.0031 0.0018
Si 7.7873 8.4342 22.6117 -0.0004 0 0.002
Si 7.293 3.142 22.0285 -0.0058 -0.007 -0.006
Si 14.5506 6.2245 21.7448 0 -0.006 -0.007
Si 11.9411 4.8246 21.3439 -0.0054 0.0079 0.0026
Si 11.8582 7.9701 14.9579 -0.0009 0.0024 0.0032
Si 1.9554 11.0982 19.2372 -0.0041 -0.004 -0.0038
Si 4.4787 9.7883 18.5455 -0.0001 0.0005 -0.006
Si -1.0112 3.505 9.0461 -0.0007 -0.004 0.0001
Si 1.5101 0.7336 12.0717 0.004 -0.0005 0.0034
Si 8.5082 3.4535 11.1926 -0.0023 0.0009 0.0024
Si -1.4109 12.2269 12.9571 -0.0017 0.0017 0.0091
Si 3.6424 4.5873 18.0231 -0.0035 0.0023 -0.0048
Si 8.3667 7.0277 18.2759 0.005 0.0056 -0.0038
Si 3.3555 -1.8116 11.7909 -0.0004 -0.0005 0.0076
Si 0.5721 -0.0488 16.3936 0.0001 -0.0026 0.0011
Si 2.2629 -3.4432 9.7503 -0.0061 -0.0012 -0.0116
Si 3.8422 4.7793 10.3828 -0.0017 -0.0069 0.0014
Si 1.7587 5.4106 14.4375 0.0004 -0.0022 0.0044
Si 7.2605 9.346 19.7748 0.0072 0.0011 -0.0042
Si 6.5661 -6.3811 19.3274 0.0038 -0.0053 -0.002
Si 1.2403 7.2234 12.3707 0.001 0.002 0.0016
Si 0.9288 2.364 14.4322 0.0007 -0.0017 0.0029
Si -0.1259 10.0624 21.2376 -0.0019 -0.0058 0.0125
Si 4.5344 4.7768 13.5311 -0.0006 -0.0011 0.0008
Si -3.6557 -0.7755 14.0525 -0.0002 -0.0035 0.0004
Si 2.6855 7.2534 18.9097 -0.0008 -0.0029 -0.0002
Si 7.5155 2.6077 17.0621 0.0016 0.0022 0.0021
Si 10.2451 1.8818 17.5367 -0.0006 -0.0002 -0.0001
Si 4.9842 2.9436 15.6496 0.0009 0.0012 0.0022
Si 6.538 8.6544 11.689 0.003 0.0028 0.0059
O -0.0199 2.8224 17.7281 -0.0017 -0.002 0.0013
O -4.2112 5.9546 19.0546 -0.0001 0.0007 0.0051
O 12.8578 1.1816 15.537 -0.0007 0.0009 -0.0014
O 3.3057 6.2461 9.9182 0.0004 0.0023 -0.0037
O 8.2312 6.7506 16.671 0.0017 0.0007 -0.0035
O 6.6328 4.0932 20.8845 -0.0015 0.0051 -0.0028
O 0.2221 8.111 13.3073 -0.0007 -0.001 -0.0018
O 0.175 2.8035 9.9011 0.0019 0.0012 -0.0023
O 10.4437 7.4386 15.5176 -0.0053 -0.0004 -0.003
O 5.2196 4.4536 9.5906 -0.0021 0.0013 -0.0043
O 5.2061 -0.9012 17.0926 0.001 0.0016 0.0013
O 9.8301 2.4053 8.094 0.0064 0.0159 0.0089
O 4.6148 3.2443 14.0973 -0.0019 0.0008 -0.0045
O -2.0181 1.6233 18.9901 0.0034 0.0023 -0.0021
O -0.94 0.4717 16.7965 0.0018 -0.0012 0.0005
O 3.3893 6.9747 20.3744 -0.0051 0.0054 -0.0096
O 7.2811 3.3875 18.4586 -0.0001 -0.0026 -0.0006
O 2.7672 7.8184 12.5966 -0.0004 -0.004 -0.0043
O 4.1906 15.7259 11.9606 0.004 0.0011 0.0102
O 8.3746 -2.0362 14.9843 0.0008 -0.0019 -0.004
O 4.0491 3.8382 16.641 0.0018 -0.002 0.001
O -1.2286 0.3212 21.072 -0.0064 0.0046 0.0018
O 3.3811 16.4635 14.3984 0.0017 -0.0011 -0.0013
O 1.3735 10.6392 17.7842 -0.0023 0.001 -0.0017
O 9.9447 6.9585 18.7484 -0.0087 -0.0018 0.0011
O 1.2834 3.9016 14.9083 0.0008 -0.0001 -0.0007
O 1.9488 -5.9186 21.3116 -0.0051 0.0045 0.0081
O 4.97 4.6452 18.9765 -0.0009 -0.0002 0.0044
O 4.9808 9.1391 11.9297 0.0013 -0.0013 -0.005
O -0.4418 -4.7457 20.9523 0.0091 -0.0113 0.007
O 5.6416 9.481 19.6403 -0.0075 0.0016 0.0038
O -3.688 -0.1266 20.0052 -0.0015 -0.0022 0.0053
O 7.6361 8.3657 21.0097 -0.0026 0.0014 -0.0003
O 7.8506 8.5706 18.4702 0.001 -0.0063 -0.0003
O -3.6499 4.6156 12.1964 -0.0023 0.0096 0.0003
O 13.926 -7.0901 18.6281 0.0061 0.0008 0.002
O 15.1901 0.0981 19.1405 0.0042 -0.0029 0.0056
O -2.3679 2.2048 11.9783 0.0044 -0.007 -0.0016
O 8.3866 13.0673 21.3324 0.0026 -0.0047 -0.0026
O 1.4923 1.6511 19.6211 -0.0001 0.0028 0.0049
O 9.0984 13.5903 16.6553 -0.0005 0.0006 0.0002
O 2.9935 8.8919 10.2007 0.004 0.0023 0.0021
O 4.7364 1.3558 15.9096 0.0007 -0.0001 0.0002
O 0.0485 3.713 20.1972 0.0023 -0.0071 0
O 1.1856 -5.2638 12.9091 0.0011 -0.0019 -0.0025
O 14.7235 6.1185 17.8197 0.0027 -0.0022 0.0033
O 12.922 -0.7042 20.4756 0.0082 0.0037 -0.0035
O 3.382 8.604 18.3496 0.0004 -0.002 0.0057
O -4.9082 10.8327 14.8725 0.0002 0.0006 -0.0015
O -0.1455 0.491 12.1948 -0.0024 0.0006 -0.0054
O 1.2774 6.7168 15.3313 -0.0003 0.0007 0.0008
O 7.4386 9.6527 12.598 0.0043 0.0024 0.0043
O 1.0389 18.2916 19.0318 0.0066 0.0009 0.0029
O 8.4559 6.3917 14.0632 -0.003 0.0027 -0.002
O -2.3951 0.2373 13.7532 -0.0013 -0.0037 -0.0045
O 2.697 3.6736 10.109 0.0027 -0.0006 -0.0026
O 7.0531 8.7787 10.1603 -0.0064 0.0005 0.0105
O -4.3396 13.8345 10.2736 0.0055 -0.0017 0.0014
O 12.1823 9.4517 15.594 -0.0002 -0.0014 -0.0015
O 14.1101 -0.536 12.3939 0.0008 -0.0005 -0.0034
O 1.8235 12.9067 13.1105 -0.0016 0.0021 -0.0005
O 1.9876 12.0743 10.5635 -0.0015 -0.0029 0.0005
O -0.6696 2.2828 14.0427 0.0023 0.0001 -0.0012
O 5.9788 5.4526 13.8421 0.0044 0.005 -0.0085
O -0.7634 8.7272 20.5488 0.0016 -0.0033 0
O 6.822 7.0922 12.0553 0.004 -0.0068 -0.0021
O 6.5794 -7.6582 15.9011 -0.0009 -0.0015 0.0008
O 7.0298 1.0441 17.2356 -0.0007 -0.0008 0.0023
O 0.9571 7.2726 10.7556 -0.0003 -0.0021 0.0065

Results
free energy: -168252.224 eV
free energy less fixed offsets of As -4856.12, O -568.88, Si -635.61 eV per atom: -1.934 eV

The program warned: the cutoff lies below the one the program advises for these potential files; the exchange-correlation potential is rough where the density is thin.
